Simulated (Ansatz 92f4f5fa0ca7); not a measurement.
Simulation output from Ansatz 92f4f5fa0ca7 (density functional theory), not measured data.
Periodic cell of 219 atoms, Si133O78N8, from a study of silicon, its oxide and their interface. The atomic structure is a simulated model.
Doubt: the cutoff is far below the 930 eV that the study's wrapper takes by default for these files, so forces and energies are approximate.
This geometry differs little from another in the collection (a relaxation step or a small displacement).

Settings: functional PBE; potential files Ansatz PAW; basis plane waves; wave-function cutoff 580 eV; density cutoff ratio 5; exchange-correlation grid ratio 1; k mesh 1 x 1 x 1, Gamma-centred; self-consistency stop 5e-08 eV per atom in the density residual; occupations fixed; spin none; net charge 0.

Cell vectors (angstrom)
a, 10.938, 0, 0
b, 0, 10.938, 0
c, 0, 0, 31.6686

Atoms and the computed forces on them: element, x, y, z (angstrom), force x, y, z (eV/angstrom)
Si, -0.6899, 0.5168, 24.1024, -0.0085, 0.0158, -0.0262
Si, 5.7957, -0.376, 24.473, -0.0059, -0.0041, -0.0144
Si, 2.3219, 2.4881, 23.9616, 0.0085, 0.0043, -0.0165
Si, 7.9649, 2.6832, 24.3964, 0.013, 0.0009, -0.0048
Si, 0.3108, 5.0508, 23.9894, 0.0024, -0.0042, -0.0132
Si, 5.7864, 4.9589, 24.3492, -0.0059, -0.0077, -0.0136
Si, 2.4219, 8.1318, 23.9558, -0.0187, -0.0105, -0.0112
Si, 7.8697, 8.1405, 24.2504, 0.0032, 0.0106, -0.0141
Si, 1.1096, 1.2801, 25.5511, 0.0048, -0.0031, 0.0067
Si, 6.822, 1.2356, 25.8185, 0.0021, 0.0006, 0.0068
Si, 3.99, 3.8065, 25.3246, -0.0077, 0.0047, 0.0047
Si, 9.5467, 4.0993, 25.4328, -0.006, -0.006, -0.0077
Si, 1.3205, 6.6806, 25.4628, 0.0036, 0.0063, 0.0036
Si, 6.8293, 6.6263, 25.7447, -0.0049, -0.0003, 0.0081
Si, 4.0224, 9.346, 25.3972, 0.0103, 0.0063, 0.0078
Si, 9.5291, 9.4925, 25.3259, 0.0026, -0.0057, 0.0099
Si, 2.706, -0.0634, 26.797, 0.0026, 0.0014, -0.0055
Si, 8.3152, -0.1112, 26.9437, 0.0007, -0.0012, -0.0052
Si, -0.0434, 2.7836, 26.903, -0.0015, -0.0011, -0.0013
Si, 5.4105, 2.7132, 26.9151, 0.0014, -0.0005, 0.002
Si, 2.7929, 5.3869, 26.8036, 0.0053, -0.001, -0.005
Si, 8.3188, 5.4135, 26.9662, 0.009, 0.002, 0.0007
Si, 0.0008, 8.1735, 26.8055, -0.0028, -0.006, -0.007
Si, 5.4376, 8.1437, 26.9022, -0.0017, 0.0056, -0.0049
Si, 4.1018, 1.3673, 28.2503, -0.5964, -0.4145, -0.0444
Si, 9.5708, 1.3673, 28.2503, 0.2892, -0.0324, 0.3075
Si, 1.3673, 4.1018, 28.2503, 0.1766, 0.1877, -0.1272
Si, 6.8362, 4.1018, 28.2503, -0.0036, -0.1495, -0.0003
Si, 4.1018, 6.8362, 28.2503, -0.2004, -0.5126, 0.089
Si, 9.5708, 6.8362, 28.2503, 0.4801, 0.4013, 0.2986
Si, 1.3673, 9.5708, 28.2503, -0.053, -0.2194, -0.3999
Si, 6.8362, 9.5708, 28.2503, -0.0473, -0.3284, 0.0617
Si, 0, 0, 29.6176, 0.039, 0.1288, 0.0011
Si, 5.469, 0, 29.6176, -0.0501, -0.0066, -0.0662
Si, 2.7345, 2.7345, 29.6176, -0.147, -0.1489, -0.0138
Si, 8.2035, 2.7345, 29.6176, -0.2601, -0.1975, -0.0058
Si, 0, 5.469, 29.6176, 0.1588, 0.2526, 0.0321
Si, 5.469, 5.469, 29.6176, 0.0122, 0.08, -0.0074
Si, 2.7345, 8.2035, 29.6176, -0.1978, -0.139, -0.0383
Si, 8.2035, 8.2035, 29.6176, -0.125, -0.1206, 0.0256
Si, 1.3673, 1.3673, 30.9848, 0.0513, -0.0086, 0.0078
Si, 6.8362, 1.3673, 30.9848, 0.0431, -0.0108, 0.0144
Si, 4.1018, 4.1018, 30.9848, 0.0353, -0.0392, -0.0422
Si, 9.5708, 4.1018, 30.9848, 0.0259, -0.0209, -0.0527
Si, 1.3673, 6.8362, 30.9848, 0.0271, -0.0474, 0.0425
Si, 6.8362, 6.8362, 30.9848, 0.0144, -0.0147, 0.0036
Si, 4.1018, 9.5708, 30.9848, 0.0622, -0.0279, -0.0331
Si, 9.5708, 9.5708, 30.9848, 0.0006, 0.0638, -0.0412
Si, 2.7345, 0, 0.6835, -0.049, 0.0199, -0.001
Si, 8.2035, 0, 0.6835, -0.0642, -0.0111, 0.0011
Si, 0, 2.7345, 0.6835, -0.0214, -0.0362, 0.0222
Si, 5.469, 2.7345, 0.6835, -0.0362, 0.0167, 0.0217
Si, 2.7345, 5.469, 0.6835, -0.0332, 0.0751, -0.0013
Si, 8.2035, 5.469, 0.6835, -0.0656, 0.0643, 0.0125
Si, 0, 8.2035, 0.6835, -0.0503, -0.021, 0.026
Si, 5.469, 8.2035, 0.6835, 0.0517, -0.0411, 0.0327
Si, 4.1018, 1.3673, 2.0507, 0.072, -0.0463, 0.1025
Si, 9.5708, 1.3673, 2.0507, 0.0307, 0.0074, -0.0434
Si, 1.3673, 4.1018, 2.0507, 0.0965, 0.0226, -0.0453
Si, 6.8362, 4.1018, 2.0507, 0.0094, -0.0938, 0.0633
Si, 4.1018, 6.8362, 2.0507, -0.0513, -0.0668, -0.0396
Si, 9.5708, 6.8362, 2.0507, 0.0532, -0.0292, 0.0359
Si, 1.3673, 9.5708, 2.0507, 0.2389, 0.1971, 0.0424
Si, 6.8362, 9.5708, 2.0507, 0.0671, 0.106, -0.0718
Si, 0, 0, 3.418, 0.0205, 0.5185, -0.1289
Si, 5.469, 0, 3.418, 0.4659, -0.0927, -0.3797
Si, 2.7345, 2.7345, 3.418, -0.3666, 0.3686, 0.1568
Si, 8.2035, 2.7345, 3.418, 0.1025, 0.1082, 0.0741
Si, 0, 5.469, 3.418, 0.0101, 0.124, -0.0362
Si, 5.469, 5.469, 3.418, -0.4953, -0.1148, 0.2453
Si, 2.7345, 8.2035, 3.418, 0.3803, 0.073, -0.1351
Si, 8.2035, 8.2035, 3.418, -0.0753, 0.2301, 0.104
Si, 1.2584, 1.5056, 4.8062, -0.0016, 0.0022, 0.0015
Si, 6.886, 1.321, 4.7677, -0.003, 0.0007, -0.0006
Si, 4.022, 4.1264, 4.8623, 0.0019, -0.0001, 0.0036
Si, 9.5369, 4.1718, 4.8031, -0.0063, 0.0054, 0.0007
Si, 1.3565, 6.8906, 4.7591, -0.0061, 0.0038, 0.0028
Si, 6.7725, 6.8803, 4.7619, 0.0055, -0.0029, -0.0007
Si, 4.195, 9.5528, 4.7628, -0.0032, 0.0019, 0.0006
Si, 9.6136, 9.6043, 4.7733, 0.0042, -0.0055, -0.0015
Si, 2.7596, 0.074, 5.8864, 0.0004, -0.003, 0.0021
Si, 8.3896, 0.0966, 6.1754, -0.0032, 0.0058, -0.0035
Si, -0.019, 3.0069, 6.3443, 0.0072, -0.0057, -0.0089
Si, 5.4808, 2.6564, 6.0767, 0.0025, 0.0072, -0.0052
Si, 2.6413, 5.6466, 6.2691, 0, -0.0094, -0.0076
Si, 8.1739, 5.6211, 6.1162, 0.0077, -0.0024, -0.0024
Si, 0.0794, 8.3114, 6.1445, 0.0123, 0.0018, 0.0067
Si, 5.6014, 8.2674, 6.2715, -0.0062, 0.0037, -0.0099
Si, 3.957, 1.3789, 7.3943, 0.0024, -0.0153, 0.0148
Si, 9.2984, 1.8417, 7.6163, -0.0087, 0.0007, 0.0164
Si, 0.8267, 4.8743, 7.7299, -0.0054, 0.0085, 0.012
Si, 6.9358, 3.9923, 7.295, -0.0064, -0.0034, -0.0003
Si, 3.867, 7.2379, 7.5666, -0.013, 0.0049, 0.0224
Si, 9.5316, 7.083, 7.4479, -0.0035, 0.0031, -0.0002
Si, 1.7201, 9.5755, 7.3583, -0.0107, -0.001, -0.0115
Si, 7.3704, 9.4392, 7.5203, -0.0005, 0.0131, 0.0289
N, 8.6849, 8.4446, 8.3149, 0.0016, -0.0044, -0.0131
O, 3.1866, 2.7974, 7.8519, -0.0038, 0.0034, 0.0059
O, 13.0188, 16.1736, 20.6801, -0.0006, 0.0007, -0.0003
O, 6.2349, 3.8913, 15.0856, -0.0001, -0.0006, 0
O, 6.8001, 9.381, 23.8283, 0.0031, -0.0068, 0.006
N, -0.0619, 5.9813, 22.498, -0.0033, -0.0032, 0.0082
O, 2.2311, 1.9987, 10.1215, -0.0011, 0.0062, -0.0017
N, -0.4584, 5.945, 8.4812, 0.0113, -0.0062, -0.0062
O, 10.9991, 5.2877, 11.2312, -0.0003, 0.0001, -0.0007
O, -1.9534, 15.0708, 10.0751, -0.0004, 0.0012, -0.0009
N, 3.9197, 0.3387, 8.8796, -0.0043, 0.0053, -0.0083
O, 4.032, 4.1564, 10.0675, -0.0028, -0.0008, -0.001
N, 8.7804, 6.9022, 10.5424, 0.0009, -0.0013, -0.0038
N, 6.7972, 3.7016, 23.4126, -0.0029, 0.0005, 0.0079
O, 10.9824, 11.3406, 22.6248, -0.005, -0.0015, 0.0136
O, 5.3073, 6.33, 23.4542, 0.0042, 0.0029, -0.0025
O, 1.3522, 3.803, 23.5043, -0.0012, -0.0053, 0.0111
O, 2.4948, 7.1049, 22.6114, 0.0035, 0.0051, 0.006
N, 7.9997, 7.1273, 22.7759, -0.0006, 0.001, 0.0066
O, 1.6605, 9.5169, 23.4269, 0.0009, -0.0044, 0.0025
Si, 4.2935, 0.6308, 22.1367, 0.0046, 0.0058, 0.0005
Si, 9.8372, 5.5593, 10.0848, -0.0002, -0.0025, 0.004
Si, 4.5134, 8.9509, 20.6794, 0.0009, 0.0009, -0.0038
Si, 6.316, 6.8508, 22.2599, -0.0064, 0.0024, -0.0033
Si, -1.5843, 5.4232, 16.5362, -0.0004, -0.001, 0.0001
Si, 9.4027, 5.8358, 13.7129, -0.0002, 0, 0.0014
Si, -2.8248, -1.0081, 18.5258, -0.001, 0.0006, -0.0002
Si, 12.1238, 10.0338, 14.6836, -0.0001, -0.0004, 0.0002
Si, 2.7953, 3.332, 9.3534, 0.002, -0.0063, -0.0015
Si, 1.1853, -3.5202, 13.4263, 0, -0.0004, 0.0008
Si, -8.2857, 4.7195, 13.8112, 0.0003, -0.0004, 0.0015
Si, 17.9696, 3.382, 16.4265, 0.0002, -0.0011, -0.0012
Si, 6.7067, 12.3339, 11.8834, -0.0017, -0.0015, 0.0013
Si, 7.1779, 4.1307, 21.7536, -0.0025, -0.0033, -0.0006
Si, 2.3336, 11.3524, 9.6619, 0.0057, -0.0035, -0.0019
Si, 12.6134, 8.8572, 19.9171, -0.0008, -0.0005, -0.0008
Si, 5.164, 14.1472, 14.0495, -0.0004, -0.0005, 0.0004
Si, 9.2229, 6.1103, 21.9072, 0.0028, 0.0033, -0.003
Si, -10.6649, -0.5632, 17.7215, 0, -0.0003, -0.0011
Si, 6.0361, -6.467, 19.1838, -0.0008, -0.0001, -0.0011
Si, -4.2591, 20.4183, 11.6395, -0.0018, 0.0011, 0.001
Si, 9.0822, 8.5672, 10.0424, -0.0018, 0.0042, 0.0046
Si, 0.7824, 9.612, 11.6916, 0.0002, -0.0013, 0.0022
Si, 11.1257, 4.0111, 12.2869, -0.0004, -0.0009, 0.0029
Si, 12.802, 2.008, 17.9506, -0.0001, -0.0007, -0.0003
Si, 3.6578, 11.8008, 15.6012, 0.0002, -0.0009, -0.0008
Si, 12.4955, -0.1512, 22.3628, -0.0006, 0.0011, -0.0019
Si, 6.281, 0.5243, 16.8275, 0.0004, -0.0008, -0.0008
Si, 9.3372, 13.5171, 10.5413, -0.0013, -0.0001, 0.0027
Si, 2.8076, 4.5099, 19.3751, 0.0002, -0.0012, -0.0012
Si, 5.3895, -0.073, 9.6365, -0.0041, 0.0002, 0.0029
Si, 5.1738, 5.2932, 9.6718, 0.0052, -0.0006, -0.0016
Si, 5.8995, 11.3044, 19.6309, 0.0025, -0.0013, -0.0011
Si, 12.361, 4.564, 16.7028, -0.0006, -0.0005, -0.0001
Si, 7.3849, 6.5972, 11.5865, 0.0003, 0.0002, 0.004
Si, 12.3086, 6.451, 21.5614, -0.0012, 0.0015, -0.0016
Si, -2.7499, 6.8123, 19.0317, -0.0002, 0.0005, -0.0023
O, 2.5771, 10.907, 14.7626, -0.0007, -0.0004, -0.0006
O, 5.0441, 10.963, 15.8814, 0.0001, -0.0007, -0.0008
O, 7.9872, 2.8245, 7.7675, 0.0074, -0.0048, -0.0025
O, 2.402, 4.5541, 15.4109, 0.0004, -0.0006, -0.0017
O, 6.8369, 5.8994, 18.9486, -0.0005, -0.0008, -0.0006
O, 6.4917, 10.4446, 8.5062, 0.0085, -0.01, -0.0153
O, -4.8273, 16.7313, 10.9232, -0.0032, -0.0011, 0.0013
O, -2.879, -5.1953, 12.7872, -0.0005, -0.0001, -0.0013
O, -0.7926, 4.3755, 13.5614, 0.0005, -0.0006, -0.0018
O, 13.2299, 6.2512, 13.4553, -0.0005, -0.0005, -0.0007
O, -4.1776, -0.1126, 12.5894, 0, -0.0008, -0.0004
O, 0.4337, 10.2937, 13.1995, 0.0002, -0.0006, -0.0018
O, 9.1296, -4.5248, 17.7827, -0.0009, -0.0003, 0.0002
O, 1.1845, -1.7633, 18.3944, 0.0008, -0.0014, 0.0006
O, 2.226, 5.1998, 17.9918, 0.0001, -0.0007, 0.0003
O, 11.7502, 7.6314, 20.5632, 0.001, -0.0019, -0.0005
O, 10.9713, 5.3217, 16.3844, -0.0005, -0.0002, -0.0006
O, 7.9844, 9.5886, 10.666, 0.0028, -0.0019, -0.0012
O, 18.2163, -0.7244, 17.1377, -0.0004, -0.0007, -0.0008
O, 9.0149, 1.5706, 23.68, 0.0031, -0.0021, 0.0061
O, 12.4188, -2.5159, 14.6932, -0.0006, -0.0003, -0.0013
O, 3.043, 1.3399, 17.0379, -0.0006, -0.0004, 0.0005
O, 0.9985, 13.9661, 17.0266, -0.0002, -0.0004, -0.0009
O, 15.3705, 15.6189, 19.503, 0, -0.0002, -0.0005
O, 18.4606, 10.9587, 19.7011, -0.0013, -0.0001, -0.0013
O, 7.1572, 1.7594, 16.2164, -0.0005, -0.0007, -0.0006
O, 6.7713, 7.9827, 12.2674, 0.0001, -0.0005, -0.0006
O, 8.7703, 4.5112, 21.8623, 0.0001, 0.0004, -0.0003
O, 4.2111, 15.3403, 13.4612, -0.0006, -0.0003, -0.0009
O, 12.502, -0.7083, 20.8185, 0.0001, 0.0001, -0.0003
O, 9.6758, 12.5658, 9.2345, 0.0005, -0.0007, -0.0086
O, 4.1104, 2.1658, 14.7387, -0.0006, 0.0001, -0.0005
O, 10.537, -3.9501, 13.4401, -0.0003, -0.0005, -0.0002
O, 4.4225, 6.581, 8.9861, -0.0015, 0.0025, -0.0085
O, -1.2534, 10.1975, 18.2432, -0.0007, -0.0004, -0.0009
O, 4.0315, 9.9521, 21.8981, -0.0002, 0.0008, 0.0004
O, 5.8917, 1.2524, 10.4683, 0.0004, 0.0003, 0.0001
O, -2.4033, 4.0044, 16.6414, 0.0001, -0.0001, -0.0002
O, -0.4419, -1.697, 10.6238, -0.002, -0.0015, -0.002
O, -5.3394, 7.9533, 21.3351, 0.002, -0.0039, 0.0014
O, 1.5358, 4.3358, 9.128, -0.0011, 0.0014, -0.0052
O, 1.4783, 8.1819, 12.021, -0.0007, 0.0007, -0.0016
O, 5.631, 12.0407, 18.2219, -0.0009, 0, -0.0003
O, -0.2848, 2.6557, 11.5174, -0.0009, -0.0004, -0.0019
O, 20.0449, 6.5977, 20.3611, 0.0012, -0.0007, -0.0012
O, 6.1231, 25.6236, 17.7233, -0.0003, -0.0006, 0.0006
O, 5.9763, 13.3942, 12.8592, 0.0004, -0.0003, -0.001
O, -2.13, 6.1362, 15.1882, 0.0004, -0.0011, -0.0013
O, 0.8355, 11.7661, 18.3747, -0.0004, -0.0003, -0.0004
O, -4.1543, 3.4287, 20.2991, 0.0012, 0.0005, 0.0021
O, 5.3963, 0.749, 23.32, -0.0038, -0.0027, 0.002
O, 6.197, 4.6359, 8.6014, 0.0005, 0.001, 0.0004
O, -5.7318, -1.1105, 19.5209, -0.0013, -0.0021, 0.0001
O, -2.7632, 12.8925, 11.4832, 0.0026, 0.0005, -0.0021
O, 13.6973, 19.355, 7.9801, 0.006, -0.0054, -0.0052
O, 18.7733, 8.3934, 18.9635, -0.0002, -0.003, -0.0006
O, 12.2343, 10.7006, 8.537, -0.0002, -0.0022, 0.0013
O, 1.6935, 3.7791, 12.8623, -0.0005, 0, -0.0014
O, 6.3507, 5.4944, 21.3873, -0.0013, 0.0015, -0.0013
O, 25.0938, 8.2806, 19.9686, -0.0005, -0.0007, -0.0004
N, 2.7221, 12.1448, 22.663, -0.0061, -0.002, 0.0027
O, 16.0389, 12.1248, 20.812, -0.0031, -0.0016, 0.0015
O, 0.3442, -0.5731, 16.0713, -0.0002, -0.0003, -0.0009
O, 1.9517, -0.4013, 11.0151, -0.0003, 0.0006, -0.0022
O, 5.3129, -1.3124, 10.7227, 0.0007, 0.0001, -0.0014
O, 2.4447, 2.8855, 19.2329, -0.0001, -0.0002, -0.0006

Results
free energy: -131988.140 eV
free energy less fixed offsets of N -385.13, O -568.88, Si -635.61 eV per atom: 1.670 eV

The program warned: the cutoff lies below the one the program advises for these potential files; the exchange-correlation potential is rough where the density is thin.
